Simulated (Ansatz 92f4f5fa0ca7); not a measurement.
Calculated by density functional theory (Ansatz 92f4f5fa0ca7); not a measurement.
Periodic cell of 222 atoms, Si131O89As1H1, from a study of silicon, its oxide and their interface. The atomic structure is a simulated model.
Doubt: the cutoff is far below the 930 eV that the study's wrapper takes by default for these files, so forces and energies are approximate.
This geometry differs little from another in the collection (a relaxation step or a small displacement).

Settings: functional PBE; potential files Ansatz PAW; basis plane waves; wave-function cutoff 580 eV; density cutoff ratio 5; exchange-correlation grid ratio 1; k mesh 1 x 1 x 1, Gamma-centred; self-consistency stop 5e-08 eV per atom in the density residual; occupations fixed; spin none; net charge 0.

Cell vectors (angstrom)
a	10.938	0	0
b	0	10.938	0
c	0	0	32.4956

Atoms: element, x, y, z (angstrom)
Si	-0.2956	0.2191	25.0616
Si	5.6996	-0.2641	24.978
Si	2.4162	2.9522	25.1002
Si	8.3697	2.393	25.0278
Si	0.1786	5.1478	25.0787
Si	5.1064	5.6088	25.0075
Si	2.9228	7.8864	24.9925
Si	7.8984	8.3991	24.9766
Si	1.2872	1.3529	26.3922
Si	6.8142	1.2813	26.3746
Si	4.0135	4.0869	26.4056
Si	9.5124	4.0167	26.3505
Si	1.3391	6.7779	26.342
Si	6.7551	6.7933	26.2803
Si	4.0807	9.5194	26.2784
Si	9.4959	9.5361	26.3246
Si	2.7366	-0.0142	27.6778
Si	8.2057	-0.0225	27.7479
Si	-0.0268	2.7378	27.7585
Si	5.4635	2.7258	27.6966
Si	2.7096	5.4816	27.7625
Si	8.1808	5.4716	27.6718
Si	-0.0115	8.2019	27.6793
Si	5.4582	8.1963	27.7011
Si	4.1018	1.3673	29.0774
Si	9.5708	1.3673	29.0774
Si	1.3673	4.1018	29.0774
Si	6.8362	4.1018	29.0774
Si	4.1018	6.8362	29.0774
Si	9.5708	6.8362	29.0774
Si	1.3673	9.5708	29.0774
Si	6.8362	9.5708	29.0774
Si	0	0	30.4446
Si	5.469	0	30.4446
Si	2.7345	2.7345	30.4446
Si	8.2035	2.7345	30.4446
Si	0	5.469	30.4446
Si	5.469	5.469	30.4446
Si	2.7345	8.2035	30.4446
Si	8.2035	8.2035	30.4446
Si	1.3673	1.3673	31.8119
Si	6.8362	1.3673	31.8119
Si	4.1018	4.1018	31.8119
Si	9.5708	4.1018	31.8119
Si	1.3673	6.8362	31.8119
Si	6.8362	6.8362	31.8119
Si	4.1018	9.5708	31.8119
Si	9.5708	9.5708	31.8119
Si	2.7345	0	0.6835
Si	8.2035	0	0.6835
Si	0	2.7345	0.6835
Si	5.469	2.7345	0.6835
Si	2.7345	5.469	0.6835
Si	8.2035	5.469	0.6835
Si	0	8.2035	0.6835
Si	5.469	8.2035	0.6835
Si	4.1018	1.3673	2.0507
Si	9.5708	1.3673	2.0507
Si	1.3673	4.1018	2.0507
Si	6.8362	4.1018	2.0507
Si	4.1018	6.8362	2.0507
Si	9.5708	6.8362	2.0507
Si	1.3673	9.5708	2.0507
Si	6.8362	9.5708	2.0507
Si	0	0	3.418
Si	5.469	0	3.418
Si	2.7345	2.7345	3.418
Si	8.2035	2.7345	3.418
Si	0	5.469	3.418
Si	5.469	5.469	3.418
Si	2.7345	8.2035	3.418
Si	8.2035	8.2035	3.418
Si	1.4147	1.3226	4.7617
Si	6.8553	1.3752	4.8218
Si	4.1319	4.1208	4.7419
Si	9.5579	4.0966	4.781
Si	1.386	6.8559	4.7772
Si	6.8308	6.8498	4.775
Si	4.1172	9.5612	4.8488
Si	9.5404	9.62	4.7414
Si	2.7543	-0.007	6.2432
Si	8.2691	0.0522	6.2122
Si	0.0695	2.7493	6.0588
Si	5.5587	2.8532	6.1449
Si	2.8455	5.5469	6.1053
Si	8.1813	5.47	6.137
Si	0.0114	8.2917	6.0521
Si	5.5775	8.2582	6.2297
Si	3.8929	1.7753	7.3381
Si	9.9395	1.1946	7.4514
Si	1.6303	3.9733	7.3093
Si	6.6957	4.3651	7.6434
Si	4.4589	6.6182	7.4873
Si	9.3678	7.1164	7.2766
Si	1.0914	9.7666	7.5412
Si	7.2142	9.3871	7.5887
O	1.3193	4.0672	24.5532
O	6.8121	9.5487	24.4648
O	2.6864	2.8065	7.7661
O	8.2914	8.1844	7.9093
O	5.5247	5.475	8.0793
O	0.0306	0.014	8.0215
O	4.044	6.7719	24.4828
O	9.5351	1.3277	24.5151
O	1.5382	8.8666	8.8888
O	1.095	4.6187	8.7163
O	9.3823	2.023	8.7467
O	6.8762	9.9981	9.0899
O	4.6067	1.5001	8.8014
O	3.7365	7.3537	8.7772
O	7.4208	3.7568	9.0257
O	10.0958	6.467	8.5679
O	3.1271	2.2761	23.7955
O	5.1313	0.5126	23.6335
O	7.5746	2.9086	23.6791
O	10.38	5.7739	23.7542
O	8.5695	7.7171	23.6294
O	2.2107	8.5008	23.6389
O	5.5874	4.7454	23.6845
O	0.4221	10.4902	23.749
Si	3.0397	8.6186	9.5188
Si	7.2408	4.6929	14.1608
Si	1.161	-1.2489	13.3159
Si	3.8216	1.1403	22.8727
Si	6.2104	0.3703	15.7878
Si	1.9501	1.8366	16.8662
Si	1.6032	9.8022	22.8705
Si	3.9892	10.3937	13.9917
Si	0.473	7.1051	12.0141
Si	-2.0214	7.2781	13.6909
Si	5.7979	0.0445	18.8713
Si	4.613	6.057	14.3605
Si	11.582	10.1041	20.0661
Si	6.4265	-1.0132	10.6548
Si	4.077	11.4652	9.9757
Si	-1.1944	8.5589	18.2982
Si	0.0132	-2.8558	15.5891
Si	0.8096	3.0205	14.1231
Si	1.6608	5.8558	14.5475
Si	6.8341	4.101	22.8466
Si	6.8365	3.2939	16.6115
Si	8.7835	3.1467	9.7533
Si	4.6364	8.2124	12.04
Si	4.3955	-3.7335	17.2338
Si	2.3687	1.3063	12.3856
Si	-6.8486	4.1254	17.9291
Si	-2.9644	-0.5854	13.3175
Si	6.9304	8.321	18.9022
Si	5.2491	2.6414	20.4937
Si	8.9265	6.4361	19.995
As	11.4536	2.2655	19.6138
Si	10.8857	5.4364	9.5048
Si	-1.8944	3.7021	18.6293
Si	-1.812	-4.5798	22.9112
Si	2.9952	10.0295	17.9313
Si	8.877	2.3504	12.7954
O	4.9023	7.0207	15.6646
O	2.5353	0.2894	16.8764
O	7.6888	4.3736	15.7085
O	0.7537	8.7191	12.0582
O	2.6174	-1.4366	14.0546
O	3.4114	8.5475	17.3111
O	-1.2071	2.5476	19.5916
O	5.3191	11.1064	10.942
O	1.5211	6.4417	13.0491
O	0.7116	6.3569	10.6064
O	6.4595	-1.2351	19.646
O	7.5212	7.2888	20.0178
O	-7.2751	0.8829	13.2804
O	-2.3813	4.8997	19.6205
O	8.1686	8.7056	17.8808
O	7.7256	6.1792	13.6974
O	4.2015	-0.2314	18.7836
O	12.399	3.4408	20.204
O	2.7925	-0.0737	22.5677
O	-5.991	9.4338	13.0944
O	6.2953	3.5101	21.419
O	4.466	3.6532	19.4594
O	3.1869	5.3588	14.6964
O	0.5869	0.7614	20.4937
O	0.9598	-1.6216	21.4541
O	7.5497	10.3131	11.7406
O	5.8623	8.3951	10.959
O	5.619	4.7982	14.1368
O	1.7898	9.7572	18.9795
O	0.738	4.5376	14.7245
O	-0.218	-2.1708	17.025
O	3.73	10.0646	9.1948
O	-2.4223	8.8278	13.4974
O	5.4349	14.9046	17.0318
O	9.8725	6.8218	12.4543
O	1.2764	2.0656	15.3814
O	7.1056	-0.4184	14.6922
O	0.7169	1.7479	17.955
O	1.1237	11.2029	12.7012
O	-0.9953	7.0403	18.8642
O	7.9201	5.292	22.6809
O	0.1456	-1.6023	14.5413
O	6.4399	0.0127	17.3582
O	-5.2191	7.5811	18.1108
O	4.7014	-0.1391	15.3937
O	1.874	2.7846	12.874
O	4.2201	1.8459	21.4705
O	10.1448	-1.2796	19.437
O	9.6781	6.6568	21.416
O	-0.647	2.8326	13.4381
O	2.8271	1.1896	10.8146
O	7.738	3.4323	13.2728
O	-4.9031	1.4657	19.6347
O	1.2843	7.0441	15.6133
O	3.7468	-5.1768	17.7941
O	-3.1829	2.9959	17.9174
O	4.6058	-4.0753	12.9321
O	8.8316	0.809	13.3405
O	6.505	1.9754	15.6974
O	3.2512	8.3473	11.1384
O	9.8161	4.3664	10.1031
O	8.638	2.3641	11.1767
O	2.9707	3.0691	17.2852
O	-1.2631	-3.7797	15.1388
O	-0.7812	4.198	17.5462
H	-1.0907	4.6815	16.7629

Results
free energy: -138760.919 eV
free energy less fixed offsets of As -4856.12, H -15.97, O -568.88, Si -635.61 eV per atom: 6.401 eV

Forces (eV/angstrom), in the order of the atoms: element, x, y, z
Si	0.0171	-0.0231	0.0759
Si	-0.0182	0.0011	0.0117
Si	0.0118	-0.0353	0.0845
Si	-0.0153	0.0169	-0.004
Si	-0.0202	0.018	0.0215
Si	0.0278	-0.0181	0.0359
Si	-0.0054	0.0121	0.0175
Si	0.0151	-0.0185	0.027
Si	0.0059	-0.0017	-0.0101
Si	-0.0224	0.0179	0.0156
Si	0.0067	-0.0118	-0.0056
Si	-0.0165	0.0157	0.014
Si	-0.0205	0.0206	0.01
Si	0.0106	-0.0132	0.0019
Si	-0.0172	0.0206	0.0173
Si	0.0163	-0.0097	-0.0057
Si	0.009	-0.0081	-0.0063
Si	0.0052	-0.0034	0.0137
Si	0.0033	-0.0161	0.0131
Si	0.0054	-0.003	-0.0037
Si	0.005	-0.0036	0.0127
Si	-0.0056	0.0027	-0.0036
Si	-0.0023	0.0008	-0.0025
Si	0.0006	0.0032	0.0102
Si	-0.0275	-0.0945	-0.1643
Si	-0.0797	-0.1068	0.3703
Si	-0.1561	0.0233	0.3753
Si	-0.0272	0.0092	-0.1768
Si	0.0127	0.1281	0.2045
Si	-0.0645	-0.035	-0.2654
Si	-0.0113	-0.0535	-0.2309
Si	-0.1084	-0.1831	0.1626
Si	-0.0388	0.0346	-0.0066
Si	-0.0312	-0.0502	-0.0118
Si	-0.0633	-0.0172	-0.0256
Si	0.0128	-0.0659	-0.0007
Si	-0.0022	-0.0761	-0.0011
Si	-0.0323	0.0069	-0.0157
Si	0.0332	-0.0372	-0.0009
Si	-0.0658	-0.0271	-0.0166
Si	0.0329	-0.0086	-0.0085
Si	-0.0096	0.0407	-0.0249
Si	0.0007	-0.0187	-0.0177
Si	0.0071	0.0556	-0.0229
Si	-0.0422	0.0118	-0.0277
Si	0.041	-0.007	-0.0036
Si	-0.0231	0.0258	-0.0192
Si	0.0222	-0.0229	-0.0151
Si	0.0079	-0.012	0.0273
Si	0.0082	0.0209	0.0222
Si	-0.0465	-0.0015	0.0013
Si	0.0094	-0.0309	0.0212
Si	-0.0023	0.0294	0.0195
Si	0.0063	-0.0544	0.0293
Si	0.0336	-0.0334	0.0207
Si	-0.0555	0.0166	-0.0001
Si	-0.0091	0.0907	0.003
Si	0.0935	0.0437	-0.0075
Si	-0.0004	-0.0202	0.0279
Si	0.0168	0.0509	0.0112
Si	0.0681	0.0043	-0.0101
Si	0.0274	0.0705	0.0065
Si	-0.0103	0.0448	0.0147
Si	0.0124	-0.0557	0.006
Si	0.0273	0.1343	-0.3464
Si	-0.0215	0.0102	0.4115
Si	0.2111	-0.1312	-0.1369
Si	-0.0311	-0.1116	-0.0236
Si	-0.0002	0.0316	0.1296
Si	0.0598	0.2861	-0.3941
Si	0.2299	0.1492	0.0652
Si	-0.0393	-0.0061	-0.189
Si	-0.0005	0.0033	-0.0058
Si	-0.002	-0.0004	0.001
Si	-0.0081	0.008	0.0019
Si	0.0031	-0.0005	0.0056
Si	-0.0062	0.0001	0.0055
Si	-0.007	-0.0225	-0.0084
Si	0.0044	-0.0077	-0.0011
Si	0.0221	-0.0034	-0.0066
Si	0.0216	0.0185	0.0148
Si	-0.013	0.0397	-0.0035
Si	-0.0231	0.0043	-0.0107
Si	0.0004	-0.022	0.0162
Si	-0.0025	0.0174	-0.009
Si	0.0078	-0.01	0.0261
Si	0.0066	-0.0175	0.0032
Si	-0.0286	0.0141	-0.0129
Si	0.0015	-0.0279	-0.0434
Si	-0.0088	0.0091	-0.0579
Si	0.0334	-0.0196	-0.0123
Si	0.0248	0.013	-0.0682
Si	-0.0209	0.0115	-0.0084
Si	0.053	-0.0621	-0.186
Si	0.04	-0.0295	-0.0373
Si	-0.025	0.009	-0.0082
O	-0.0065	0.0055	-0.031
O	-0.0053	0.0021	-0.0227
O	-0.0341	0.0301	0.0215
O	-0.0671	0.0691	0.043
O	0.0175	-0.004	0.027
O	-0.0203	0.0101	0.0359
O	-0.0068	0.0141	-0.0244
O	-0.0093	0.0183	-0.0255
O	0.0049	-0.0189	0.0304
O	0.0033	-0.0043	0.0028
O	-0.0057	0.0065	0.0292
O	-0.0048	0.0106	0.0435
O	0.0027	0.0045	0.03
O	-0.0073	-0.0026	0.0013
O	0.0267	-0.0239	0.0387
O	0.0326	-0.0217	0.1082
O	0.0129	0.0082	-0.0322
O	-0.0091	0.0113	-0.0018
O	-0.0074	-0.0004	0.0024
O	0.0001	0.0062	-0.0097
O	0.01	-0.0108	-0.0097
O	-0.0094	0.0053	-0.0055
O	0.0011	-0.0103	-0.0146
O	0.0012	-0.0146	-0.0395
Si	-0.0014	0.0154	-0.0135
Si	-0.0053	-0.0057	0.0024
Si	-0.0023	-0.0056	0.002
Si	0.0099	-0.0211	-0.0388
Si	0.0007	-0.0058	0.0045
Si	0.0052	-0.0001	-0.0051
Si	0.0176	0.0024	-0.0217
Si	0.0044	-0.0016	0.0041
Si	0.001	-0.0048	-0.0042
Si	0.0065	-0.0039	0.0012
Si	-0.0013	0.0053	-0.0007
Si	-0.0018	-0.0008	0.0051
Si	0.0129	-0.0152	0.0006
Si	-0.0067	0.0076	0.0037
Si	0.0003	-0.0074	-0.0347
Si	-0.0022	0.0014	-0.0074
Si	0.0032	-0.001	-0.0013
Si	-0.0071	0.0072	0.0013
Si	0.0073	0.0076	0.0081
Si	-0.002	-0.0055	-0.0283
Si	-0.0002	0.0029	0.0001
Si	-0.0107	0.0198	0.0163
Si	-0.0104	-0.0027	-0.0001
Si	-0.0007	-0.0034	-0.0016
Si	0.0045	-0.0001	0.0016
Si	0.0001	-0.0035	0.0009
Si	-0.0039	-0.0144	-0.034
Si	-0.0021	-0.0039	-0.0067
Si	0.0052	-0.0009	0.0002
Si	-0.0045	0.0041	0.0056
As	-0.0081	-0.0015	-0.0069
Si	0.0145	-0.0263	0.0441
Si	-0.0086	0.0075	-0.0089
Si	-0.0257	-0.0023	-0.0216
Si	0.0032	-0.0007	0.0026
Si	0.0014	0.0085	-0.0027
O	-0.0009	0.003	0.0075
O	-0.0009	-0.0002	-0.0005
O	0.0014	-0.0028	0.0064
O	0.0011	0.0047	0.0032
O	0.0028	0.0014	-0.0025
O	-0.0001	0.0037	0.0019
O	0.0064	0.0016	0.0093
O	0.0175	-0.0093	-0.0035
O	0.0016	-0.0058	0.0088
O	-0.0041	0.0069	0.0009
O	0.0017	-0.0014	0.0103
O	0.0002	-0.0007	0.0101
O	-0.0019	-0.0045	-0.0007
O	0.0041	-0.0055	0.0052
O	0.0031	0.0003	0.0019
O	0.0081	0.0088	0.001
O	-0.0015	-0.0028	0.0001
O	-0.006	-0.007	-0.0042
O	-0.0034	-0.0056	0.0223
O	-0.0012	0.0021	0.0047
O	-0.0069	-0.0083	0
O	-0.0025	0.0031	0.0017
O	-0.0063	0.0013	-0.0072
O	-0.0021	0.0112	0.0095
O	-0.0087	-0.0046	-0.008
O	0.028	-0.0045	0.0581
O	0.0005	0.0026	-0.0018
O	0.007	0.0023	-0.0079
O	-0.0013	0.0016	0.0068
O	0.0008	-0.0064	-0.0015
O	-0.0006	-0.001	0.0052
O	0.001	0.0009	0.0155
O	-0.0032	0.0148	-0.0031
O	-0.0025	-0.0014	0.0058
O	-0.0188	0.0142	0.0255
O	0.0027	-0.0035	0.0046
O	-0.0008	0.0034	0.0037
O	-0.0022	0.0045	0.0109
O	-0.0033	-0.0007	-0.0017
O	0.0047	0.0002	0.0006
O	0.013	0.0088	0.0205
O	0.002	-0.0028	0.0018
O	-0.0017	0.0026	-0.0038
O	0.002	0.0031	0.0027
O	0.0051	-0.0001	0.0013
O	-0.0027	-0.0004	-0.0002
O	0.008	0.0117	0.0007
O	-0.0035	0.0004	0.0066
O	0.0054	0.004	-0.005
O	-0.0069	-0.0037	-0.0045
O	-0.0083	0.0087	0.0081
O	0.0107	0.0033	-0.0019
O	0.0017	-0.0092	0.0038
O	-0.0021	-0.0028	-0.008
O	0.0009	-0.0025	0.0028
O	0.0024	0.0004	0.0002
O	0.002	-0.0018	0.0011
O	-0.0113	-0.0187	-0.0104
O	0.0006	-0.0069	0.0003
O	0.0155	-0.0035	0.0225
O	-0.0024	-0.0054	-0.0147
O	0.0077	-0.0008	0.0177
O	0.0019	0.0005	0.0007
O	-0.0062	0.0035	-0.021
O	-0.0031	0.0004	-0.0082
H	0.0023	-0.0033	0.0163

The program warned: the cutoff lies below the one the program advises for these potential files; the exchange-correlation potential is rough where the density is thin.
